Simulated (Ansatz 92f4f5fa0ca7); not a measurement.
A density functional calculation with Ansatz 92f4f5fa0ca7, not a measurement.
Periodic cell of 215 atoms, Si132O82As1, from a study of silicon, its oxide and their interface. The atomic structure is a simulated model.
Doubt: the cutoff is far below the 930 eV that the study's wrapper takes by default for these files, so forces and energies are approximate.
This geometry differs little from another in the collection (a relaxation step or a small displacement).

Settings
functional: PBE
potential files: Ansatz PAW
basis: plane waves
wave-function cutoff: 580 eV
density cutoff ratio: 5
exchange-correlation grid ratio: 1
k mesh: 1 x 1 x 1, Gamma-centred
self-consistency stop: 5e-08 eV per atom in the density residual
occupations: fixed
spin: none
net charge: +1 e, with a uniform compensating background and no finite-size correction

Cell vectors (angstrom)
a, 10.938, 0, 0
b, 0, 10.938, 0
c, 0, 0, 31.5432

Atoms: element, x, y, z (angstrom)
Si, 10.4346, 0.5725, 24.3363
Si, 6.0445, 10.5013, 24.1502
Si, 2.1297, 3.2449, 24.0796
Si, 8.7019, 2.2548, 24.3064
Si, 0.5015, 5.0529, 24.1652
Si, 5.0544, 5.8895, 24.19
Si, 3.3983, 7.6464, 24.1591
Si, 7.8315, 8.8271, 23.9876
Si, 1.342, 1.477, 25.4539
Si, 6.9237, 1.2945, 25.5046
Si, 4.0282, 4.0964, 25.3219
Si, 9.6702, 4.0906, 25.4222
Si, 1.5025, 6.81, 25.3717
Si, 6.8991, 6.9443, 25.235
Si, 4.2335, 9.5262, 25.345
Si, 9.5297, 9.6386, 25.4338
Si, 2.7802, 0.0015, 26.637
Si, 8.2292, -0.0325, 26.9441
Si, 0.0186, 2.7635, 26.9161
Si, 5.4507, 2.7308, 26.6619
Si, 2.7638, 5.4326, 26.8357
Si, 8.227, 5.5199, 26.623
Si, 0.043, 8.2077, 26.6469
Si, 5.5593, 8.1914, 26.7909
Si, 4.1102, 1.3608, 28.0655
Si, 9.597, 1.3659, 28.239
Si, 1.3963, 4.1145, 28.2342
Si, 6.8389, 4.1298, 28.0171
Si, 4.1635, 6.8163, 28.1394
Si, 9.5991, 6.8459, 28.0458
Si, 1.3957, 9.5853, 28.0415
Si, 6.8523, 9.5293, 28.2371
Si, 0.0531, -0.0275, 29.5238
Si, 5.4481, 0.0064, 29.485
Si, 2.7717, 2.7007, 29.5201
Si, 8.1727, 2.7684, 29.4705
Si, -0.0152, 5.5003, 29.4908
Si, 5.5115, 5.4429, 29.4999
Si, 2.7542, 8.2096, 29.4372
Si, 8.2578, 8.155, 29.5259
Si, 1.3971, 1.3497, 30.9006
Si, 6.8176, 1.3753, 30.8313
Si, 4.1311, 4.08, 30.8782
Si, 9.5538, 4.1163, 30.8373
Si, 1.379, 6.8554, 30.8202
Si, 6.8721, 6.7975, 30.8903
Si, 4.0949, 9.5677, 30.8387
Si, 9.6057, 9.5443, 30.8891
Si, 2.7556, -0.0367, 0.7124
Si, 8.1771, -0.0041, 0.653
Si, -0.0279, 2.7434, 0.6633
Si, 5.4832, 2.7037, 0.7088
Si, 2.7178, 5.4731, 0.6535
Si, 8.22, 5.4248, 0.7287
Si, 0.0412, 8.1717, 0.7054
Si, 5.4693, 8.2021, 0.659
Si, 4.1221, 1.3259, 2.0714
Si, 9.52, 1.376, 2.0144
Si, 1.3259, 4.1257, 2.0349
Si, 6.8524, 4.044, 2.0867
Si, 4.0834, 6.8453, 2.0141
Si, 9.6136, 6.793, 2.0644
Si, 1.3929, 9.5358, 2.0788
Si, 6.823, 9.564, 2.0527
Si, -0.0478, -0.0131, 3.3186
Si, 5.4688, -0.0284, 3.4982
Si, 2.7049, 2.7266, 3.3301
Si, 8.1906, 2.6709, 3.5074
Si, -0.0194, 5.4449, 3.5217
Si, 5.4496, 5.4623, 3.3321
Si, 2.7565, 8.1784, 3.4825
Si, 8.219, 8.1654, 3.3627
Si, 1.2763, 1.3708, 4.6509
Si, 6.834, 1.2926, 4.9269
Si, 4.0645, 4.1047, 4.6605
Si, 9.526, 4.0516, 4.9036
Si, 1.3978, 6.8268, 4.8872
Si, 6.8412, 6.7847, 4.689
Si, 4.1253, 9.5204, 4.8992
Si, 9.5584, 9.5779, 4.7226
Si, 2.6655, 0.0806, 6.0556
Si, 8.205, -0.1644, 6.2737
Si, 0.0028, 2.6631, 6.1948
Si, 5.374, 2.7534, 6.091
Si, 2.7674, 5.4121, 6.1725
Si, 8.0824, 5.4099, 6.1909
Si, -0.0752, 8.2007, 6.1483
Si, 5.5838, 8.129, 6.1708
Si, 3.4764, 1.9521, 7.2233
Si, 9.9399, 0.9023, 7.4585
Si, 1.7691, 3.6558, 7.3908
Si, 6.2025, 4.5084, 7.4054
Si, 4.6491, 6.3019, 7.2829
Si, 9.1352, 7.148, 7.3616
As, 0.8586, 10.1541, 7.456
Si, 7.4133, 8.8651, 7.5255
O, 4.5884, 6.6347, 8.8983
O, 1.3422, 3.9567, 8.9621
O, 9.7777, 6.5372, 8.7544
O, 1.2332, 10.2563, 9.2391
O, 6.0617, 4.2095, 9.0386
O, 3.6761, 1.5688, 8.7961
O, 7.1582, 8.9537, 9.1663
O, 9.648, 1.0734, 9.0612
O, 8.2315, 2.5414, 22.7557
O, 10.9918, 5.5598, 22.6554
O, 5.6235, 0.1055, 22.6529
O, 5.2926, 5.3959, 22.6307
O, 2.1512, 2.799, 22.481
O, 3.3297, 7.8595, 22.5135
O, 8.3819, 8.748, 22.4145
O, -0.1643, 11.2341, 22.7541
Si, 2.1636, 2.972, 12.903
Si, 8.6918, 1.313, 10.374
Si, 1.063, 4.5098, 15.3504
Si, 7.538, 5.5914, 12.2035
Si, 2.4135, 8.1845, 21.2093
Si, 5.3891, 7.8111, 12.4752
Si, 9.2684, 0.468, 15.5046
Si, 2.9166, -0.0297, 16.6706
Si, 10.4798, 1.1602, 12.6206
Si, 7.7627, 2.8319, 21.2358
Si, 9.1281, 8.788, 14.474
Si, 1.4663, 4.7676, 10.3804
Si, 4.4842, 9.4868, 19.1407
Si, 11.0727, 6.1027, 21.1195
Si, 6.618, 10.4526, 14.8553
Si, 5.3885, 0.7341, 21.1758
Si, 2.3283, 9.82, 10.4039
Si, 0.4309, 10.6359, 21.383
Si, 5.8527, 5.2557, 21.1189
Si, 3.6095, 7.1045, 10.0914
Si, 9.0409, 5.6966, 14.855
Si, 3.6541, 4.0868, 19.0902
Si, 10.0299, 3.6664, 19.3286
Si, 4.2552, 8.6788, 15.3763
Si, 0.4568, 1.9296, 17.1663
Si, 6.7929, 7.5379, 19.2469
Si, 5.2584, 3.6294, 16.7455
Si, 7.783, 5.0141, 17.5338
Si, 6.6703, 9.9264, 10.3888
Si, 4.3954, 1.0301, 10.1283
Si, -0.0341, 9.0859, 11.9247
Si, 9.1024, 8.6358, 20.9364
Si, 4.5621, 1.6719, 14.589
Si, 2.4464, 2.0851, 21.0418
Si, 6.3417, 3.3324, 10.3871
Si, 3.4314, 5.9216, 16.7334
Si, 9.8866, 6.5394, 10.38
O, 0.1244, 2.6354, 18.5952
O, 2.9243, 9.6423, 15.5947
O, 10.8596, 4.8071, 20.1563
O, 7.5962, 2.4111, 9.9244
O, 10.93, 5.3491, 10.8346
O, 6.5587, 6.7363, 12.8328
O, 10.3312, 8.0671, 10.7817
O, 7.6657, 9.4589, 14.0035
O, 8.4092, 6.2182, 10.973
O, 5.3593, 10.4774, 20.0861
O, 2.1775, 3.735, 11.4372
O, 7.975, 8.5502, 19.7574
O, 6.2069, 6.7343, 20.5471
O, 5.5171, 2.7218, 15.4139
O, 1.3045, 0.9289, 20.7002
O, 6.0403, 9.0744, 11.6298
O, 4.6193, 4.9942, 16.1127
O, 6.593, 3.908, 17.6441
O, 10.5265, 10.6639, 11.8347
O, 5.5862, 0.5023, 13.9942
O, 8.0211, 5.0861, 15.937
O, 9.745, 9.8314, 15.5758
O, -0.3964, 5.163, 15.1227
O, 1.5712, 6.8356, 20.8097
O, 1.5045, 0.6502, 17.1864
O, 6.5967, 1.7695, 20.8097
O, 1.0294, 1.7853, 12.8349
O, 3.2367, 5.499, 18.3243
O, 9.5578, 2.0137, 11.5704
O, 1.0144, 3.1118, 16.188
O, 8.5737, 5.1713, 13.3827
O, 10.2689, 8.559, 13.3186
O, 1.4448, 9.4016, 21.6864
O, 10.0782, 9.9393, 20.6097
O, 3.222, 0.1753, 10.9171
O, 5.0927, 2.3427, 10.8327
O, 1.7332, 4.1562, 13.9163
O, 7.9302, 10.8709, 10.8497
O, 9.1323, 4.473, 18.24
O, 5.6387, 9.5041, 15.7795
O, 5.5509, -0.0355, 9.7207
O, 3.6044, 2.3165, 13.3981
O, 1.9803, 5.6574, 16.0434
O, 9.7077, 1.0716, 14.0435
O, 4.335, 7.0153, 11.5272
O, 4.7522, 4.4907, 20.2133
O, 9.956, 1.3529, 16.655
O, 6.6812, 4.3093, 11.6479
O, 5.5818, 8.409, 18.578
O, 9.0763, 2.7356, 20.2768
O, 3.6058, 1.1404, 15.7864
O, 4.2122, 3.0807, 17.9018
O, 9.9163, 7.2231, 20.8965
O, 3.2512, 8.6599, 9.7293
O, 3.9362, 7.4313, 16.3802
O, 7.6355, 0.4865, 15.7051
O, 8.9143, 7.308, 15.069
O, 3.9311, 1.4407, 21.1475
O, 1.5971, 9.1349, 11.71
O, 2.3236, 6.1268, 10.125
O, 7.3485, 6.4644, 18.1465
O, 7.2172, 4.3651, 21.1231
O, 4.542, 8.2548, 13.8053
O, 3.3305, 8.6633, 19.9591
O, 2.4903, 3.2428, 19.8753
O, 3.7464, 10.3774, 17.9811

Results
free energy: -135409.846 eV
free energy less fixed offsets of As -4856.12, O -568.88, Si -635.61 eV per atom: -5.046 eV

Forces (eV/angstrom), in the order of the atoms: element, x, y, z
Si, 0.0005, 0.0015, 0.0145
Si, 0.0035, 0.0005, 0.0191
Si, 0.0015, -0.0014, 0.0204
Si, -0.0013, -0.0034, 0.0193
Si, 0.0029, -0.0045, 0.0213
Si, 0.0029, 0.0073, 0.0183
Si, -0.0029, -0.0032, 0.0174
Si, -0.01, -0.0025, 0.0166
Si, 0.0007, -0.0027, -0.0101
Si, -0.001, 0.0025, -0.0126
Si, -0.0019, 0.0034, -0.0073
Si, 0.002, 0.0016, -0.0126
Si, 0.0013, 0.0043, -0.0094
Si, -0.0002, -0.0028, -0.005
Si, 0.0013, -0.0021, -0.0067
Si, 0.0046, 0.0001, -0.0121
Si, -0.0019, -0.0015, 0.0005
Si, -0.0063, -0.0052, 0.0294
Si, -0.0011, -0.0017, 0.0277
Si, -0.0013, -0.004, -0.0009
Si, 0.0004, -0.0021, 0.0211
Si, -0.0033, 0.0002, 0.0008
Si, -0.0031, -0.0065, -0.001
Si, -0.0017, -0.0015, 0.0174
Si, 0.0018, 0.001, -0.002
Si, 0.0086, 0.0059, -0.0138
Si, -0.0011, 0.0053, -0.0078
Si, 0.0018, 0.0073, -0.0072
Si, 0.0076, 0.0017, -0.0201
Si, 0.0031, 0.0027, -0.0039
Si, 0.0048, 0.008, -0.0104
Si, 0.007, 0.0035, -0.0087
Si, -0.0107, 0.0077, 0.0053
Si, 0.006, -0.0103, 0.0025
Si, -0.0089, 0.0037, 0.0021
Si, 0.0065, -0.0121, 0.0062
Si, 0.0094, -0.009, 0.0015
Si, -0.0103, 0.0064, 0.0049
Si, 0.0041, -0.0122, 0.0072
Si, -0.0093, 0.0075, 0.0014
Si, 0.0124, -0.0064, -0.0033
Si, -0.0093, 0.0105, -0.0003
Si, 0.0091, -0.0061, -0.0005
Si, -0.004, 0.0104, -0.0016
Si, -0.0124, 0.0101, -0.0003
Si, 0.0137, -0.0051, 0
Si, -0.0044, 0.017, -0.0028
Si, 0.0083, -0.0086, -0.0013
Si, -0.0015, -0.0011, 0.0081
Si, 0.0003, -0.0031, 0.0001
Si, -0.0048, -0.0019, -0.0027
Si, 0.0022, -0.0025, 0.0055
Si, 0.001, 0.0004, -0.0037
Si, -0.0015, -0.0016, 0.0077
Si, 0.0051, -0.0004, 0.0074
Si, -0.0094, -0.0091, -0.006
Si, 0.0018, 0.002, -0.0092
Si, 0.0074, 0.0018, 0.0065
Si, -0.0032, -0.0014, -0.0022
Si, 0.0005, 0.0031, -0.0078
Si, 0.0065, 0.0045, 0.006
Si, 0.001, 0.0066, -0.0032
Si, -0.005, -0.0022, -0.0059
Si, 0.0019, 0.0175, -0.0059
Si, -0.0115, -0.0175, 0.0125
Si, -0.0067, 0.0096, 0.0074
Si, 0.004, -0.0137, 0.0196
Si, -0.0044, 0.0012, 0.0097
Si, -0.0106, 0.0099, 0.0133
Si, -0.0068, -0.016, 0.004
Si, -0.0135, 0.001, 0.0073
Si, -0.0115, -0.0504, 0.019
Si, -0.0091, 0.0035, -0.0115
Si, 0.0087, -0.0015, 0.0058
Si, -0.008, 0.0119, -0.03
Si, 0.0221, -0.0131, -0.0056
Si, -0.0267, 0.0255, 0.0054
Si, 0.0137, 0.0282, -0.0273
Si, -0.0128, 0.0027, 0.0007
Si, 0.0096, 0.0442, -0.0109
Si, 0.0206, -0.0232, -0.0121
Si, 0.0058, -0.0068, 0.0045
Si, -0.0142, -0.014, 0.0159
Si, 0.016, -0.0221, -0.0045
Si, -0.0143, -0.0091, 0.0239
Si, 0.0052, 0.0002, 0.0049
Si, 0.0425, -0.0372, -0.0055
Si, -0.0026, -0.0036, 0.0197
Si, -0.0103, 0.0226, -0.0238
Si, 0.0264, 0.0177, -0.1209
Si, 0.0037, 0.0026, -0.0475
Si, -0.0008, 0.0023, -0.016
Si, -0.0062, 0.0243, -0.0383
Si, 0.0096, 0.0337, -0.0285
As, -0.0467, 0.0243, -0.0893
Si, -0.0038, -0.0154, -0.0512
O, -0.0035, 0.0013, 0.0393
O, -0.004, 0.0132, 0.041
O, 0.0067, -0.0156, 0.0473
O, 0.0538, -0.0336, 0.1272
O, 0.0043, -0.0108, 0.0226
O, 0.0254, -0.0135, 0.0595
O, -0.0169, 0.0234, 0.0555
O, -0.0113, -0.0053, 0.0677
O, -0.0108, 0.008, -0.0266
O, -0.0049, 0.0113, -0.025
O, -0.009, 0.0136, -0.0248
O, 0.009, -0.0091, -0.0257
O, 0.0052, -0.013, -0.0269
O, -0.0084, 0.0068, -0.0215
O, 0.015, -0.002, -0.0225
O, 0.0115, -0.0101, -0.0217
Si, -0.0064, -0.0044, 0.0076
Si, -0.0007, -0.0173, 0.002
Si, 0.0009, -0.0049, 0.0098
Si, -0.0026, 0.0113, -0.002
Si, 0.0051, -0.0081, 0.0073
Si, -0.0008, -0.0018, 0.0021
Si, 0.0017, 0.0013, 0.0077
Si, 0.0056, 0.0009, 0.0128
Si, 0.0079, -0.0126, -0.0052
Si, 0.0049, -0.0076, 0.0044
Si, 0.0096, -0.0048, 0.0091
Si, -0.0051, 0.0004, -0.0182
Si, 0.0017, 0.0019, 0.0057
Si, 0.0033, 0.0011, 0.0054
Si, -0.0004, -0.0002, 0.0163
Si, 0.0046, -0.0091, 0.0035
Si, -0.0279, 0.0316, -0.0136
Si, -0.0081, 0.0063, 0.0021
Si, -0.0047, 0.0033, 0.0099
Si, -0.008, 0.0278, -0.0105
Si, 0.001, -0.0033, 0.0115
Si, 0.0003, -0.0064, 0.0096
Si, -0.0039, 0.0037, 0.0049
Si, 0.0016, -0.0016, 0.0027
Si, -0.0007, 0.0041, 0.0064
Si, 0.0013, 0.0018, 0.0031
Si, -0.0005, -0.0013, 0.0112
Si, 0.0029, 0.0046, 0.0086
Si, 0.0061, 0.0009, -0.0285
Si, -0.04, -0.0117, -0.0054
Si, 0.0365, -0.0044, -0.0049
Si, -0.0004, 0.004, 0.0061
Si, -0.008, 0.0003, 0.009
Si, -0.007, 0.0038, 0.0082
Si, -0.001, -0.0087, -0.011
Si, -0.0005, -0.0018, 0.011
Si, 0.0039, 0.0017, -0.0184
O, 0.0033, -0.0054, -0.0026
O, -0.0006, -0.0003, -0.007
O, -0.0038, -0.0111, -0.0037
O, -0.0084, 0.0114, 0.0025
O, -0.0015, 0.0021, -0.0029
O, 0.0063, -0.0062, -0.0144
O, -0.0049, -0.0026, 0.0109
O, -0.0029, 0.0021, -0.0087
O, -0.0186, -0.0159, 0.0111
O, -0.0053, -0.0084, -0.0016
O, 0.0056, -0.0105, 0.0068
O, -0.0079, -0.0034, -0.0034
O, 0.0034, 0.0057, -0.0002
O, 0, 0.0007, -0.0083
O, 0.0026, 0.0012, 0.005
O, -0.0094, -0.0126, 0.0035
O, -0.0016, 0.0012, -0.006
O, -0.0011, -0.0018, -0.0018
O, -0.0151, 0.0253, 0.0111
O, 0.0014, 0.0009, -0.0086
O, 0.0005, -0.0032, -0.0075
O, -0.0019, -0.0003, -0.0019
O, -0.0047, 0.0002, -0.0091
O, -0.001, -0.0004, 0.0055
O, -0.0004, 0.0001, -0.0032
O, -0.0002, 0.0028, 0.0075
O, -0.0056, 0.0008, -0.0106
O, -0.0002, 0.0043, -0.0034
O, 0.0102, 0.0086, 0.008
O, -0.0025, -0.0014, -0.0034
O, 0.009, -0.001, 0.0025
O, -0.0066, 0.0019, -0.0053
O, -0.0006, 0.0007, 0.0054
O, -0.0023, -0.0032, 0.0042
O, 0.0273, 0.0227, -0.0192
O, 0.0061, 0.0079, -0.0073
O, -0.0044, 0.0074, 0.0005
O, -0.006, 0.004, -0.0106
O, -0.0055, 0.0025, -0.004
O, 0.0006, -0.0005, -0.0046
O, 0.0156, -0.0105, 0.0048
O, 0.0092, -0.002, -0.003
O, -0.0004, 0.001, -0.0059
O, -0.0078, -0.0046, 0.0062
O, 0.0024, 0.0065, -0.0042
O, -0.0096, -0.0039, -0.004
O, 0.0013, -0.0003, 0.0016
O, 0.0051, 0.0161, -0.0019
O, -0.0012, 0.0014, 0.0005
O, 0.0086, 0.0046, -0.0034
O, -0.0013, -0.0026, -0.0046
O, 0.0044, 0.0005, -0.0066
O, 0, 0.0003, 0.0063
O, 0.023, -0.0478, -0.0042
O, -0.0013, -0.0007, -0.0058
O, 0.0002, -0.0009, -0.0057
O, -0.0034, 0.0014, -0.0065
O, 0.0048, 0.0002, 0.0079
O, -0.0422, -0.013, 0.0067
O, 0.0042, -0.0027, -0.0012
O, 0.0024, -0.0073, -0.0049
O, -0.0003, -0.0012, 0.0066
O, -0.0051, 0.0051, 0.0083
O, 0.0107, 0.0063, -0.0065
O, 0.0052, 0.0106, -0.005
O, -0.0061, 0.0022, -0.0098

The program warned: the cutoff lies below the one the program advises for these potential files; the exchange-correlation potential is rough where the density is thin.
